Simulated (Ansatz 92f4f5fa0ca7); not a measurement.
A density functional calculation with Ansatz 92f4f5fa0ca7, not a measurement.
Periodic cell of 473 atoms, Si304O169, from a study of silicon, its oxide and their interface. The atomic structure is a simulated model.
Doubt: the cutoff is far below the 930 eV that the study's wrapper takes by default for these files, so forces and energies are approximate.

Settings
functional: PBE
potential files: Ansatz PAW
basis: plane waves
wave-function cutoff: 580 eV
density cutoff ratio: 5
exchange-correlation grid ratio: 1
k mesh: 1 x 1 x 1, Gamma-centred
self-consistency stop: 5e-08 eV per atom in the density residual
occupations: fixed
spin: none
net charge: 0

Cell vectors (angstrom)
a	15.4691	0	0
b	0	15.4691	0
c	1.9714	-1.9706	35.3405

Atoms and the computed forces on them: element, x, y, z (angstrom), force x, y, z (eV/angstrom)
Si	2.346	-2.029	25.308	0.091	-0.007	-0.677
Si	2.667	1.797	25.37	-0.178	-0.014	-0.274
Si	1.267	-9.8	24.923	-0.163	0.118	0.053
Si	2.439	-5.888	25.106	-0.037	-0.107	-0.278
Si	5.426	-2.021	25.301	-0.075	0.249	-0.655
Si	5.769	-0.054	26.572	-0.007	-0.111	0.053
Si	6.609	-9.788	25.17	-0.156	-0.073	-0.281
Si	5.598	-5.888	24.958	-0.123	-0.023	-0.327
Si	10.441	-1.735	24.984	-0.172	-0.15	0.053
Si	10.342	2.002	25.377	0.392	0.085	-0.097
Si	9.016	-9.779	25.259	0.177	0.067	-0.041
Si	9.932	-5.701	25.081	0.103	-0.073	-0.409
Si	-2.606	-1.898	25.083	0.305	0.083	-0.312
Si	-2.613	1.993	25.115	-0.221	-0.023	-0.179
Si	-1.243	-9.722	25.113	0.265	0.099	0.136
Si	-2.398	-5.847	25.095	-0.004	-0.131	-0.408
Si	2.036	-0.08	26.604	0.036	-0.075	0.062
Si	1.933	3.834	26.368	-0.066	0.021	-0.007
Si	1.99	-7.894	26.29	-0.153	-0.019	0.039
Si	2.043	-4.003	26.521	0.006	-0.021	-0.11
Si	5.088	1.883	25.447	0.065	0.112	-0.041
Si	5.839	3.845	26.506	-0.074	-0.058	0.076
Si	5.904	-7.836	26.338	-0.113	0.12	-0.042
Si	5.821	-4.004	26.467	-0.011	-0.065	-0.091
Si	9.862	0.005	26.484	-0.174	0.004	0.204
Si	9.705	3.881	26.601	-0.037	0.033	0.299
Si	9.641	-7.743	26.351	0.019	0.003	0.048
Si	9.765	-3.719	26.34	0.139	0.13	-0.061
Si	-1.978	0.013	26.341	-0.062	0.153	0.106
Si	-1.885	3.858	26.421	-0.053	-0.053	0.184
Si	-1.88	-7.796	26.373	0.02	0.076	0.108
Si	-1.984	-3.841	26.339	-0.047	-0.138	0.015
Si	-0.014	-0.033	27.751	-0.046	-0.001	-0.034
Si	0.045	3.738	27.81	-0.091	0.034	-0.121
Si	0.074	-7.736	27.747	-0.055	0.004	-0.1
Si	0.001	-3.922	27.722	-0.039	0.009	-0.006
Si	3.906	-0.099	28.005	0.103	-0.005	0.178
Si	3.85	3.933	27.802	0.147	0.043	0.048
Si	3.921	-7.895	27.721	0.058	0.052	-0.098
Si	3.932	-3.993	27.9	0.078	-0.056	0.258
Si	7.815	-0.025	27.776	0.059	-0.03	-0.094
Si	7.744	3.753	27.909	0.122	-0.01	-0.011
Si	7.765	-7.709	27.792	0.085	-0.022	0.063
Si	7.814	-3.854	27.731	-0.026	-0.016	0.019
Si	11.711	-0.003	27.917	-0.036	-0.036	0.022
Si	11.687	3.957	27.876	-0.035	0.08	-0.043
Si	11.621	-7.822	27.742	-0.028	0.045	-0.057
Si	11.635	-3.856	27.812	-0.065	0.026	0.139
Si	0.019	-1.985	29.115	-0.01	-0.006	0.011
Si	0.03	1.849	29.203	-0.007	0.018	-0.008
Si	0.039	-9.712	29.115	0.002	-0.004	-0.061
Si	0.026	-5.829	29.144	0.021	-0.015	0.086
Si	3.919	-2.05	29.282	-0.002	-0.039	0.029
Si	3.889	1.95	29.185	0.023	-0.112	-0.029
Si	3.907	-9.696	29.234	-0.092	-0.041	0.013
Si	3.91	-5.963	29.171	-0.033	0.142	-0.06
Si	7.776	-1.958	29.15	0.032	-0.004	-0.028
Si	7.78	1.841	29.243	-0.047	0.054	0
Si	7.763	-9.684	29.157	0.013	-0.007	-0.009
Si	7.801	-5.785	29.153	-0.01	-0.015	0.051
Si	11.661	-1.957	29.237	0.013	-0.048	-0.066
Si	11.658	1.968	29.207	0.047	-0.048	-0.095
Si	11.641	-9.64	29.252	0.011	-0.003	-0.018
Si	11.632	-5.855	29.123	0	0.077	-0.059
Si	1.937	-1.983	30.552	0.03	0.002	-0.022
Si	1.97	1.896	30.563	-0.018	0.009	-0.048
Si	1.944	-9.698	30.546	0.043	0.027	0.001
Si	1.965	-5.85	30.537	0.009	0.037	-0.048
Si	5.873	-1.979	30.576	-0.028	0.011	-0.041
Si	5.819	1.896	30.566	0.044	-0.004	-0.054
Si	5.856	-9.698	30.565	-0.02	-0.024	-0.063
Si	5.851	-5.845	30.536	0.029	0.009	-0.049
Si	9.696	-1.968	30.551	0.041	-0.025	-0.01
Si	9.727	1.899	30.574	-0.047	0.006	-0.052
Si	9.68	-9.694	30.561	0.04	-0.025	-0.038
Si	9.722	-5.836	30.543	-0.027	-0.034	-0.087
Si	13.602	-1.976	30.562	-0.057	-0.038	-0.03
Si	13.575	1.902	30.572	0.029	0.007	-0.011
Si	13.606	-9.692	30.553	-0.043	0.029	-0.015
Si	13.562	-5.843	30.53	-0.002	-0.003	-0.077
Si	0	1.934	2.05	0.25	-0.216	-0.358
Si	0	5.801	2.05	0.111	0.229	-0.484
Si	0	-5.801	2.05	0.19	0.088	-0.139
Si	0	-1.934	2.05	0.215	-0.09	-0.232
Si	3.867	1.934	2.05	-0.127	-0.021	0.006
Si	3.867	5.801	2.05	0.083	0.143	0.207
Si	3.867	-5.801	2.05	-0.138	0.049	0.134
Si	3.867	-1.934	2.05	0.054	-0.079	0.262
Si	7.734	1.934	2.05	0.243	0.032	0.161
Si	7.734	5.801	2.05	-0.095	0.136	0.344
Si	7.734	-5.801	2.05	0.299	-0.022	0.309
Si	7.734	-1.934	2.05	0.124	-0.097	0.269
Si	11.602	1.934	2.05	-0.398	-0.052	-0.048
Si	11.602	5.801	2.05	-0.262	0.004	-0.296
Si	11.602	-5.801	2.05	-0.366	0.027	0.037
Si	11.602	-1.934	2.05	-0.254	-0.029	-0.064
Si	-1.931	1.907	3.333	0.003	0.041	-0.032
Si	-1.937	5.844	3.334	0.034	-0.077	0.006
Si	-1.94	-5.813	3.357	-0.042	0.06	0.017
Si	-1.93	-1.962	3.349	0.124	-0.035	-0.021
Si	1.927	1.898	3.426	0.042	0.005	0.001
Si	1.914	5.831	3.398	-0.086	-0.025	-0.027
Si	1.925	-5.761	3.445	0.066	-0.006	-0.025
Si	1.927	-1.954	3.438	-0.019	0.036	0.057
Si	5.804	1.953	3.394	0.038	0.125	0.034
Si	5.794	5.843	3.48	0.032	-0.092	0.09
Si	5.805	-5.79	3.407	-0.012	-0.063	0.033
Si	5.814	-1.949	3.447	-0.051	0.018	0.059
Si	9.663	1.919	3.492	-0.027	0.021	0.106
Si	9.674	5.804	3.435	0	-0.071	0.109
Si	9.675	-5.799	3.508	-0.075	-0.001	0.134
Si	9.676	-1.937	3.465	-0.049	0.014	0.097
Si	-1.917	-0.029	4.642	-0.021	-0.042	0.095
Si	-1.923	3.881	4.566	-0.184	0.025	0.011
Si	-2.005	-7.726	4.701	-0.009	-0.005	-0.047
Si	-1.92	-3.891	4.682	-0.004	0.047	0.076
Si	1.967	-0.039	4.834	-0.082	0.035	0.085
Si	1.843	3.879	4.709	-0.057	0.009	-0.055
Si	1.844	-7.709	4.772	-0.072	-0.042	-0.06
Si	1.964	-3.85	4.882	-0.102	-0.013	0.142
Si	5.845	0.044	4.756	0.013	-0.084	0.119
Si	5.75	3.847	4.82	-0.008	0.031	-0.037
Si	5.767	-7.636	4.878	-0.09	0.081	-0.195
Si	5.818	-3.917	4.831	0.044	0.033	0.09
Si	9.649	-0.038	4.919	0.003	0.029	0.078
Si	9.636	3.9	4.86	-0.024	-0.081	0.019
Si	9.684	-7.791	4.897	0.158	0.043	-0.231
Si	9.688	-3.826	4.933	0.065	-0.002	-0.045
Si	-0.061	0.014	6.096	0.063	-0.226	-0.037
Si	-0.109	3.868	6.036	0.134	0.014	0.021
Si	-0.136	-7.734	6.09	0.099	0.076	-0.05
Si	-0.076	-3.913	6.159	0.08	0.014	-0.084
Si	3.964	-0.035	6.157	-0.101	0.022	0.035
Si	3.701	3.853	6.075	0.096	0.074	0.088
Si	3.62	-5.792	7.641	0.206	0.259	0.122
Si	3.935	-3.845	6.276	-0.082	-0.055	0.019
Si	7.644	-0.015	6.314	0.074	-0.057	-0.039
Si	7.658	3.863	6.273	0.014	0.136	-0.078
Si	7.743	-7.81	6.239	0.166	0.202	0.17
Si	7.705	-3.761	6.3	-0.085	0.18	-0.258
Si	-3.742	-0.05	6.128	-0.03	-0.009	-0.101
Si	-3.74	3.887	6.012	0.058	0.038	-0.279
Si	-3.776	-7.752	6.263	-0.053	-0.001	0.286
Si	-3.726	-3.867	6.198	0.022	-0.034	-0.184
Si	-0.715	1.951	7.272	-0.324	0.008	0.196
Si	-0.57	5.79	7.323	0.183	-0.016	0.198
Si	-0.719	-5.872	7.429	-0.128	0.057	0.054
Si	-0.622	-1.931	7.321	0.227	-0.035	-0.049
Si	3.529	1.912	7.415	0.05	-0.236	-0.265
Si	3.716	-7.653	6.148	0.118	-0.05	0.016
Si	3.986	5.828	7.363	0.096	-0.051	0.211
Si	4.596	-1.899	7.502	0.331	-0.127	-0.404
Si	7.868	1.949	7.637	0.432	-0.002	-0.23
Si	7.179	5.818	7.565	-0.173	-0.276	0.394
Si	8.184	-5.21	8.049	-0.028	0.059	-0.239
Si	7.01	-1.93	7.626	-0.143	0.08	-0.057
Si	-3.108	1.955	7.165	0.029	-0.068	-0.016
Si	-3.154	-5.758	7.511	-0.05	-0.003	-0.111
Si	-3.012	-1.94	7.412	-0.091	0.166	0.338
Si	-3.01	5.694	7.361	-0.153	0.032	0.122
Si	-4.621	2.156	8.873	0.357	0.323	-0.178
Si	1.971	-3.904	31.922	-0.09	-0.132	-0.057
Si	1.971	-0.037	31.922	-0.001	-0.083	-0.031
Si	1.971	-11.639	31.922	-0.117	0.074	-0.028
Si	1.971	-7.771	31.922	-0.207	-0.002	-0.004
Si	5.839	-3.904	31.922	0.053	-0.171	0.023
Si	5.839	-0.037	31.922	-0.089	0	0.084
Si	5.839	-11.639	31.922	0.089	0.023	0.048
Si	5.839	-7.771	31.922	0.152	0.077	0.03
Si	9.706	-3.904	31.922	0.031	-0.001	-0.062
Si	9.706	-0.037	31.922	0.058	-0.046	0.061
Si	9.706	-11.639	31.922	-0.057	0.085	0.055
Si	9.706	-7.771	31.922	-0.072	0.092	0.022
Si	13.573	-3.904	31.922	0.058	-0.114	-0.058
Si	13.573	-0.037	31.922	0.052	-0.018	0.044
Si	13.573	-11.639	31.922	0.11	0.123	0.026
Si	13.573	-7.771	31.922	0.124	0.076	-0.01
Si	3.905	-3.904	33.289	0.023	0.056	-0.021
Si	3.905	-0.037	33.289	0.045	-0.109	0.009
Si	3.905	-11.639	33.289	0.019	0.03	-0.016
Si	3.905	-7.771	33.289	0.041	0.029	-0.048
Si	7.772	-3.904	33.289	0	-0.108	0.003
Si	7.772	-0.037	33.289	0.001	0.068	0.002
Si	7.772	-11.639	33.289	0.006	-0.004	0.027
Si	7.772	-7.771	33.289	-0.005	0.031	0.019
Si	11.639	-3.904	33.289	-0.025	0.017	-0.011
Si	11.639	-0.037	33.289	-0.037	-0.082	0.017
Si	11.639	-11.639	33.289	-0.018	0.047	-0.008
Si	11.639	-7.771	33.289	-0.024	-0.017	-0.023
Si	0.038	-3.904	33.289	-0.025	-0.124	0.011
Si	0.038	-0.037	33.289	-0.016	0.037	0.014
Si	0.038	-11.639	33.289	-0.01	0.033	0.038
Si	0.038	-7.771	33.289	-0.016	0.072	0.031
Si	3.905	-1.971	34.656	-0.051	-0.012	-0.001
Si	3.905	1.897	34.656	-0.032	0.032	-0.016
Si	3.905	-9.705	34.656	-0.037	0.013	-0.016
Si	3.905	-5.838	34.656	-0.037	-0.022	-0.013
Si	7.772	-1.971	34.656	-0.012	-0.015	0
Si	7.772	1.897	34.656	-0.001	0.012	0.017
Si	7.772	-9.705	34.656	0.012	0.024	0.013
Si	7.772	-5.838	34.656	0	-0.018	0.026
Si	11.639	-1.971	34.656	0.04	-0.014	-0.006
Si	11.639	1.897	34.656	0.036	0.042	-0.021
Si	11.639	-9.705	34.656	0.032	-0.007	-0.01
Si	11.639	-5.838	34.656	0.029	-0.005	-0.014
Si	0.038	-1.971	34.656	0.022	-0.014	-0.01
Si	0.038	1.897	34.656	0.003	-0.028	0.007
Si	0.038	-9.705	34.656	0.003	0.045	0.01
Si	0.038	-5.838	34.656	0.017	-0.002	0.018
Si	0	0	0.683	0.099	0.014	-0.026
Si	0	3.867	0.683	0.04	0.012	0.018
Si	0	-7.734	0.683	0.107	-0.037	-0.04
Si	0	-3.867	0.683	0.032	0.023	-0.02
Si	3.867	0	0.683	-0.002	0.013	0.002
Si	3.867	3.867	0.683	0.012	-0.032	0.025
Si	3.867	-7.734	0.683	-0.004	-0.004	-0.003
Si	3.867	-3.867	0.683	-0.002	-0.002	-0.01
Si	7.734	0	0.683	0.023	0.005	0.019
Si	7.734	3.867	0.683	0.03	-0.032	0.028
Si	7.734	-7.734	0.683	0.026	-0.009	0.012
Si	7.734	-3.867	0.683	0.053	0.005	0.01
Si	11.602	0	0.683	-0.112	0	-0.004
Si	11.602	3.867	0.683	-0.097	0.021	0.001
Si	11.602	-7.734	0.683	-0.158	-0.024	-0.017
Si	11.602	-3.867	0.683	-0.12	0.012	-0.008
Si	-1.616	-2.444	22.067	0.061	-0.162	-0.111
Si	-1.792	2.329	22.835	-0.177	-0.181	0.551
Si	-2.321	-10.149	23.084	0.186	0.152	0.01
Si	-1.595	-5.501	22.125	-0.014	0.09	-0.187
Si	1.458	-2.455	22.394	0.206	0.023	-0.168
Si	2.401	-9.678	19.797	0.115	0.022	0.01
Si	2.13	-10.412	22.705	-0.214	0.146	0.334
Si	1.449	-5.469	22.226	0.07	0.204	-0.2
Si	6.981	-2.204	22.489	-0.146	0.121	-0.073
Si	5.985	1.887	23.338	-0.033	-0.132	0.306
Si	5.31	-10.637	22.464	0.159	-0.077	-0.038
Si	7.753	-5.273	22.705	0.123	-0.115	0.198
Si	9.816	-0.901	22.745	-0.007	-0.04	-0.102
Si	9.231	2.044	23.341	0.131	0.018	0.263
Si	9.932	-10.395	23.185	-0.257	-0.009	0.086
Si	8.221	-6.452	19.765	-0.001	-0.042	-0.069
Si	-5.082	-7.927	10.958	0.17	-0.13	-0.069
Si	8.634	1.921	12.639	0.138	0.157	0.272
Si	-4.474	-5.148	9.427	0.223	-0.363	-0.288
Si	-3.533	-2.388	10.592	0.217	-0.117	-0.092
Si	1.251	2.196	9.382	-0.252	-0.043	0.025
Si	1.687	5.358	9.449	-0.068	0.209	0.036
Si	1.082	-5.271	9.681	-0.092	0.084	-0.049
Si	0.527	-2.168	9.359	-0.207	0.144	-0.297
Si	5.632	2.203	9.781	0.368	0.126	0.161
Si	6.445	4.125	11.91	0.12	0.139	0.326
Si	5.931	-6.124	9.842	-0.05	-0.139	0.032
Si	7.62	-1.704	9.983	0.064	-0.22	-0.378
Si	-5.413	-0.129	10.654	0.078	0.11	0.242
Si	-3.774	5.053	9.502	0.057	0.004	-0.169
Si	7.167	-2.927	12.694	-0.11	0.085	0.001
Si	5.594	-2.772	17.145	-0.01	-0.064	0.076
Si	5.256	0.291	11.005	-0.132	-0.32	0.218
Si	6.228	-9.857	16.767	0.006	-0.11	0.035
Si	1.208	4.908	12.244	-0.078	-0.079	0.18
Si	1.481	1.97	12.432	-0.265	0.306	0.371
Si	10.174	-0.51	16.247	-0.063	0.076	-0.035
Si	-5.075	3.764	14.246	0.035	0.049	0.019
Si	0.962	-0.534	17.841	0.093	0.008	0.149
Si	-1.448	-8.242	17.876	0	-0.041	0.067
Si	-0.614	-3.138	17.003	0.151	0.052	-0.028
Si	-1.554	1.543	13.005	0.067	-0.001	-0.014
Si	1.813	-5.257	12.68	0.059	0.063	0.251
Si	7.506	-8.766	10.49	-0.033	0.095	0.228
Si	-3.693	-9.12	13.41	-0.012	-0.138	-0.087
Si	-3.781	-2.9	17.587	-0.066	0.058	0.085
Si	5.373	-5.523	18.615	-0.083	-0.009	0.081
Si	2.03	5.511	15.051	-0.092	-0.037	-0.056
Si	11.26	-8.098	16.334	0.045	-0.151	-0.074
Si	-1.009	-1.268	11.864	-0.139	0.102	-0.006
Si	2.522	-0.133	20.614	0.131	-0.255	-0.02
Si	-1.878	4.449	11.974	-0.025	-0.077	0.044
Si	3.611	-1.82	9.596	-0.036	-0.425	-0.381
Si	3.079	-1.376	15.706	-0.138	-0.011	0.073
Si	2.477	-6.918	15.11	-0.054	-0.074	-0.025
Si	7.378	-4.576	15.23	-0.014	0.014	-0.008
Si	0.763	-5.952	17.518	0.052	-0.063	0.055
Si	1.291	1.961	22.553	0.153	-0.01	-0.014
Si	9.735	3.481	19.263	-0.159	0.047	-0.132
Si	0.635	-2.75	14.144	-0.005	0.041	-0.008
Si	2.813	-6.654	19.835	0.016	0.059	0.019
Si	6.94	1.984	19.317	-0.065	-0.018	-0.026
Si	4.5	-4.086	11.693	0.031	0.066	0.062
Si	7.323	-0.273	17.251	-0.014	0.104	0.012
Si	9.79	-5.406	17.197	-0.008	-0.06	0.155
Si	-3.17	1.821	15.632	0.027	0.01	-0.153
Si	-3.76	-1.343	20.306	0.036	0.031	0.124
Si	4.049	0.911	13.834	-0.302	0.197	0.182
Si	-3.238	1.652	20.161	0.055	-0.046	-0.14
Si	5.174	-10.815	19.518	-0.094	-0.101	-0.162
Si	9.272	-10.588	16.668	-0.004	-0.073	-0.011
Si	0.339	-10.654	17.556	0.036	0.003	-0.054
Si	-1.015	2.005	17.974	0.002	-0.043	-0.087
Si	9.789	-9.001	20.507	0.114	-0.01	-0.188
Si	7.882	-0.328	14.374	0.076	0.002	0.085
Si	5.492	-0.078	21.151	-0.208	0.154	-0.147
Si	5.43	-6.915	15.806	-0.064	0.02	0.084
Si	-2.65	-8.026	20.734	-0.118	0.117	-0.025
Si	4.797	3.874	14.647	-0.01	0.096	-0.041
O	-2.166	-3.982	21.967	-0.076	-0.001	0.067
O	-1.96	-1.827	23.533	-0.269	0.054	0.401
O	-0.308	1.644	22.687	0.003	-0.027	-0.15
O	-0.054	-5.561	21.602	-0.012	-0.046	0.006
O	-1.538	-5.938	23.689	-0.05	-0.034	0.292
O	3.885	-1.999	24.645	0.027	-0.006	0.687
O	1.349	-2.126	23.985	0.01	0.056	0.26
O	2.067	1.398	23.862	0.178	0.032	0.162
O	3.756	-10.384	22.892	-0.004	-0.026	-0.053
O	1.426	-5.877	23.798	0.127	-0.108	0.279
O	3.996	-5.847	24.477	-0.103	-0.077	0.461
O	6.41	-2.035	23.989	0.006	-0.002	0.156
O	7.617	1.765	23.415	0.133	0.011	-0.02
O	6.216	-9.811	23.531	0.128	0.019	0.3
O	8.247	-5.976	21.321	-0.078	0.003	0.114
O	11.562	-10.456	23.331	-0.049	-0.045	0.097
O	11.496	-5.872	24.518	0.029	0.091	0.554
O	8.226	-6.723	7.433	-0.094	-0.199	-0.093
O	-0.304	2.037	8.904	0.016	0.015	-0.286
O	0.278	-9.606	8.783	-0.119	-0.023	-0.168
O	-0.148	-6.098	9	-0.133	-0.026	-0.216
O	2.149	1.451	8.231	0.131	0.076	-0.054
O	7.121	2.058	9.1	-0.357	0.031	0.013
O	2.982	-9.51	8.674	-0.004	-0.003	-0.082
O	2.366	-5.454	8.679	0.059	-0.073	-0.094
O	4.904	-6.196	8.588	-0.062	-0.014	-0.039
O	2.069	-1.728	9.085	-0.024	0.097	0.117
O	9.449	1.895	8.082	0.053	-0.016	-0.067
O	7.9	-9.467	9.062	-0.059	-0.164	-0.248
O	7.199	-5.224	9.356	0.114	0.094	0.044
O	9.642	-4.673	8.599	-0.081	-0.141	0.243
O	-4.406	0.953	9.963	-0.217	-0.2	0.161
O	-2.546	4.807	10.544	0.031	-0.007	-0.02
O	-2.18	-2.364	11.521	-0.113	-0.065	-0.074
O	7.826	-2.875	11.171	0.028	0.148	-0.137
O	-0.283	4.486	11.781	0.134	0.032	-0.081
O	-2.859	1.721	21.751	-0.002	0.034	-0.036
O	-1.6	-11.528	22.552	-0.125	-0.017	-0.141
O	-1.828	1.881	19.377	-0.005	0.017	0.069
O	8.675	-4.749	16.202	-0.035	0.02	-0.07
O	11.108	2.761	19.745	0.076	-0.038	0.142
O	5.729	-11.166	15.921	0.011	-0.007	0.01
O	11.08	-1.82	16.532	0.029	-0.037	-0.04
O	2.38	-6.501	21.395	0.03	-0.031	0.047
O	1.77	-9.616	21.314	-0.008	-0.034	0.009
O	8.683	-8.026	19.808	-0.035	-0.023	0.036
O	2.045	-3.948	22.09	0.024	-0.015	0.079
O	1.727	-0.467	19.259	-0.05	0	-0.005
O	5.692	-10.165	20.937	-0.021	0.041	0.134
O	5.591	4.247	13.281	0.024	-0.037	-0.119
O	10.723	-1.602	21.578	-0.044	0.013	0.021
O	9.923	0.751	22.564	-0.065	-0.05	-0.018
O	9.457	3.555	22.681	0.003	-0.07	-0.117
O	6.366	-7.627	10.268	-0.08	0.109	-0.047
O	-0.033	-4.544	17.558	-0.021	-0.002	0.028
O	1.748	3.737	9.378	0.028	-0.107	0.022
O	1.203	5.698	13.655	0.016	0.008	-0.052
O	0.804	-4.113	13.264	0.01	-0.079	-0.07
O	0.57	-3.729	9.829	0.066	-0.166	0.076
O	-0.048	-1.221	10.551	0.083	0.049	0.143
O	3.904	-0.489	10.485	0.035	0.215	0.335
O	1.802	-6.555	13.669	-0.003	0.034	-0.055
O	5.25	-5.408	11.123	0.015	-0.053	-0.051
O	3.893	-3.198	10.457	-0.036	0.168	0.044
O	-4.676	3.669	9.537	-0.06	-0.095	-0.005
O	8.79	-8.056	11.214	-0.047	0.024	-0.099
O	8.968	-0.411	17.378	0.043	-0.039	0.001
O	0.045	1.839	13.215	0.128	-0.037	-0.07
O	-4.736	5.098	13.387	-0.037	0.008	-0.012
O	3.3	-4.581	12.661	0.003	0.055	-0.088
O	1.626	-6.083	18.885	-0.043	0.023	-0.011
O	2.103	-2.249	14.7	0.027	-0.017	-0.016
O	6.92	-0.28	15.678	0.003	-0.007	-0.095
O	9.509	-9.232	22.101	-0.006	-0.06	0.06
O	0.139	-1.927	17.778	-0.073	-0.062	0.01
O	6.715	-6.203	19.219	0.041	0	0.008
O	-3.656	-8.322	14.815	0.02	0.082	0.04
O	5.091	0.603	12.614	0.159	-0.092	-0.274
O	-3.341	-1.848	9.059	0.001	0.013	-0.165
O	5.54	-9.863	18.248	0.022	0.07	0.049
O	-2.194	-3.045	17.319	-0.066	-0.016	0.024
O	2.095	-0.499	16.673	0.051	0.012	-0.1
O	4.165	-5.772	19.663	-0.013	-0.004	-0.011
O	11.144	0.806	16.187	-0.028	-0.048	0.05
O	2.03	3.512	12.491	0.046	-0.048	-0.141
O	-2.261	2.904	12.403	-0.023	0.072	-0.022
O	9.023	-0.904	9.65	-0.105	-0.033	0.026
O	11.608	0.193	19.773	-0.058	0.023	-0.045
O	5.948	-1.639	21.337	0.132	-0.155	0.192
O	2.23	-8.449	15.608	0.048	0.092	0.032
O	6.454	-5.894	23.512	-0.067	0.002	0.26
O	1.537	3.559	22.476	0.025	-0.026	-0.087
O	8.402	2.623	19.669	0.065	0.001	0.084
O	9.142	4.196	15.193	-0.005	0.013	0.018
O	11.373	-2.379	19.104	-0.016	-0.039	-0.041
O	4.109	-2.304	16.6	0.04	-0.022	-0.001
O	1.796	-5.965	16.248	0.026	0.034	-0.023
O	1.909	1.241	21.23	-0.161	0.206	0.176
O	6.917	1.165	17.905	0.019	-0.041	-0.082
O	1.384	-5.788	11.197	0.025	-0.025	-0.109
O	2.541	1.052	13.226	0.082	-0.103	-0.116
O	6.957	5.617	11.564	-0.021	0.005	-0.158
O	-2.315	1.172	14.398	-0.06	-0.032	0.042
O	-2.546	-6.473	21.228	0.005	0.01	0.071
O	6.62	0.856	20.441	0.127	-0.057	0.056
O	4.115	0.019	20.281	0.017	0.047	0.064
O	9.107	0.732	11.654	-0.011	-0.125	-0.109
O	9.688	-10.473	19.837	0.006	0.034	0.053
O	6.504	-0.7	10.626	-0.166	0.17	0.297
O	-0.987	-9.721	17.356	-0.016	0	-0.038
O	7.771	1.188	13.798	-0.053	-0.029	-0.074
O	3.533	-10.862	19.646	0.05	-0.028	-0.031
O	7.381	-1.453	13.34	-0.052	-0.052	-0.053
O	4.001	-0.349	14.853	0.135	0.027	-0.086
O	1.359	1.542	10.865	0.159	-0.114	-0.158
O	-0.068	0.713	17.695	-0.075	0.066	-0.027
O	2.407	-1.367	21.663	-0.027	-0.035	0.084
O	-5.476	2.574	13.236	-0.023	-0.095	-0.1
O	5.292	0.578	22.638	0.047	-0.013	-0.104
O	9.208	-5.68	18.71	0.034	0.022	-0.029
O	5.556	-3.201	12.56	-0.009	0.038	0.008
O	9.715	3.651	17.642	0.001	-0.023	0.041
O	-2.171	-8.989	21.953	0.099	-0.128	0.043
O	5.516	3.547	10.708	-0.162	0.002	-0.215
O	7.724	3.115	12.031	0.03	-0.143	-0.133
O	-0.074	3.323	18.026	-0.004	-0.016	0.049
O	9.431	-0.666	14.796	-0.006	-0.032	-0.006
O	11.015	-4.358	17.365	0.026	0.005	-0.041
O	-4.183	-8.034	12.306	-0.01	0.069	0.044
O	-2.258	5.635	13.049	-0.04	0.024	0.049
O	-2.249	-1.578	20.85	0.078	0.022	0.041
O	5.596	3.229	22.496	-0.005	0.112	-0.112
O	-0.029	-2.376	21.773	-0.157	0.068	0.023
O	3.09	-8.227	19.498	-0.006	-0.001	0.013
O	-4.679	-9.156	9.973	-0.125	0.118	0.032
O	-1.679	0.216	12.058	0	0.013	-0.042
O	-0.125	-1.656	13.183	0.08	-0.036	0.036
O	1.82	5.806	11.028	0.026	-0.017	-0.254
O	9.018	-5.44	23.726	0.056	0.04	0.16
O	3.433	4.755	14.764	0.009	-0.016	0.048
O	1.168	-10.79	16.154	0.001	-0.012	0.025
O	-3.823	3.244	15.153	0.006	0.002	0.039
O	7.831	-9.946	17.029	-0.042	0.067	0.006
O	-4.766	-6.481	10.308	-0.06	0.069	0.074
O	7.389	-3.752	22.259	-0.009	0	-0.06
O	4.471	2.275	14.641	0.014	-0.163	-0.009
O	10.315	-6.784	16.492	-0.026	0.051	-0.01
O	-2.118	2.167	16.802	0.002	0.025	0.038
O	-1.621	-8.25	19.497	0.027	-0.03	0.01
O	5.02	-6.322	17.255	-0.005	-0.025	-0.068
O	5.803	3.161	19.273	-0.034	0.098	0.052
O	8.281	-1.256	22.372	0.078	0.009	0.086
O	5.474	-3.92	18.311	0.022	0.06	-0.032
O	6.45	-1.537	17.842	0.016	-0.046	0
O	-2.903	-7.884	17.263	-0.015	0.03	-0.009
O	-4.553	-1.341	11.346	-0.086	0.016	0.009
O	6.627	-6.032	15.133	0.048	0.032	-0.063
O	4.087	-6.742	14.903	0.048	0.003	-0.002
O	7.791	-4.066	13.713	0	0.008	0.011
O	5.549	5.769	7.931	0.085	0.027	-0.224
O	-0.327	-7.159	17.414	-0.012	0.011	-0.027
O	-4.014	-3.956	10.462	-0.078	0.159	0.043
O	1.239	-9.955	18.711	-0.026	0.002	0.057
O	10.409	-9.425	16.749	0.018	0.089	0.027
O	11.278	-8.35	20.294	0.017	-0.026	0.01
O	5.868	-8.482	15.961	0.036	0.046	-0.037
O	-0.362	-3.03	15.398	-0.049	-0.009	-0.011
O	6.408	-3.427	15.88	0.027	-0.026	-0.076
O	4.584	2.372	8.571	0.018	0.033	0.028

Results
free energy: -289380.183 eV
free energy less fixed offsets of O -568.88, Si -635.61 eV per atom: -14.023 eV

The program warned: the cutoff lies below the one the program advises for these potential files; the forces do not sum to zero within the program's tolerance; the exchange-correlation potential is rough where the density is thin.
